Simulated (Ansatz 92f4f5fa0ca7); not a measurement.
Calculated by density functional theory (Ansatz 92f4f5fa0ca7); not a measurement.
Periodic cell of 192 atoms, Si128O64, from a study of silicon, its oxide and their interface. The atomic structure is a simulated model.

Settings: functional r2SCAN; potential files Ansatz PAW; basis plane waves; wave-function cutoff 800 eV; density cutoff ratio 5; exchange-correlation grid ratio 1; k mesh 1 x 1 x 1, shifted by 0.5 0.5 0 of a step; self-consistency stop 1e-10 eV per atom in the density residual; occupations fixed; spin none; net charge 0.

Cell vectors (angstrom)
a  10.88  0  0
b  0  10.88  0
c  1.291  -1.5723  29.6485

Atoms: element, x, y, z (angstrom)
Si  1.1226  -1.0516  0.0999
Si  3.775  1.5786  0.1461
Si  1.588  3.764  0.1548
Si  4.3848  -4.3083  0.1239
Si  -3.8593  -1.6671  0.0132
Si  -1.0624  1.1656  0.0409
Si  6.5848  4.3839  0.1047
Si  -1.6525  -3.8873  -0.0103
Si  2.6577  0.0381  1.4889
Si  5.421  2.7496  1.3462
Si  2.7514  -5.4683  1.3598
Si  5.5014  -2.7477  1.4443
Si  -2.7019  -0.0232  1.2696
Si  0.0326  2.6576  1.4813
Si  8.1391  5.4944  1.4364
Si  -0.045  -2.7136  1.2898
Si  1.3449  1.3484  2.8987
Si  4.0877  4.0785  2.7785
Si  1.3488  -4.0751  2.6472
Si  4.0837  -1.3637  2.7169
Si  6.8066  1.3482  2.64
Si  9.5191  4.0837  2.715
Si  6.8192  6.8109  2.8541
Si  -1.3747  -1.3645  2.7189
Si  -0.036  -0.0395  4.1445
Si  2.7357  2.7344  4.1575
Si  0.0099  -5.4288  4.0537
Si  2.7078  -2.7332  4.0484
Si  5.4521  0.0105  4.0511
Si  8.1488  2.7064  4.0429
Si  5.4376  5.4312  4.1413
Si  8.1815  -2.6933  4.1416
Si  1.3367  -1.3744  10.8684
Si  4.0701  1.3657  10.8592
Si  1.3842  4.0806  10.8484
Si  4.0899  -4.0798  10.891
Si  6.8039  -1.3662  10.8694
Si  -1.3652  1.3435  10.8718
Si  6.792  4.0883  10.8704
Si  -1.3469  -4.0502  10.8488
Si  2.7052  -0.0132  12.1853
Si  5.4267  2.721  12.2267
Si  2.7193  5.4373  12.24
Si  5.4479  -2.7061  12.2438
Si  -2.7183  -0.026  12.2459
Si  0.0305  2.708  12.1742
Si  8.1685  5.4808  12.1731
Si  -0.0129  -2.7151  12.2692
Si  1.3509  1.3221  13.5384
Si  4.0686  4.0722  13.5967
Si  1.3677  -4.0805  13.612
Si  4.0543  -1.3335  13.5698
Si  -4.0976  1.3413  13.5667
Si  -1.3162  4.1193  13.4551
Si  6.8428  -4.0573  13.5736
Si  -1.3748  -1.3649  13.6573
Si  -0.0059  0.0134  14.9788
Si  2.7095  2.6627  14.9041
Si  0.0008  -5.4598  14.9261
Si  2.7156  -2.7097  14.9656
Si  5.4018  0.0332  14.9616
Si  -2.679  2.7549  14.7568
Si  5.4612  5.4451  14.8931
Si  -2.7266  -2.7071  15.0485
Si  1.5878  -1.1209  16.2879
Si  3.8128  1.1415  16.3233
Si  1.1213  3.7714  16.1747
Si  4.3566  -3.8491  16.2001
Si  6.4784  -1.5629  16.2745
Si  -1.1895  1.6683  16.1642
Si  -3.8022  4.2671  16.1009
Si  -1.5952  -4.3788  16.2675
Si  -0.0752  -1.4171  18.8835
Si  3.7401  -1.153  -6.7976
Si  4.4636  -3.9127  -6.942
Si  5.8015  4.4767  -6.6397
Si  7.9192  2.5269  -1.9595
Si  2.7018  -3.1726  -4.9299
Si  7.5379  2.9329  -5.0227
Si  0.2712  -5.2809  -1.9686
Si  0.5733  1.4706  19.9655
Si  5.1311  0.9442  -4.8704
Si  -1.2701  4.1037  -6.988
Si  -0.1033  -4.1917  19.0512
Si  6.8226  3.5804  19.0893
Si  3.1612  3.0708  -5.7635
Si  4.424  -0.2426  21.444
Si  -1.1261  3.9351  20.268
Si  7.0951  1.0597  20.6689
Si  2.5642  -5.3294  18.2851
Si  4.2874  4.2844  20.3992
Si  3.469  1.5601  19.2848
Si  5.667  0.2831  -1.9274
Si  2.481  -2.9739  -1.8984
Si  -2.585  -0.1497  18.2502
Si  0.8933  5.1428  -4.9382
Si  1.3637  -1.391  5.4512
Si  4.1042  1.3492  5.458
Si  1.3525  -6.7749  5.4562
Si  4.0611  -4.0718  5.4465
Si  6.7916  -1.3348  5.4528
Si  9.492  1.3653  5.4463
Si  6.8114  4.0538  5.4469
Si  -1.3363  -4.0847  5.4514
Si  2.7257  -0.0159  6.7992
Si  5.4561  2.7097  6.8135
Si  2.7148  -5.428  6.8104
Si  5.4283  -2.7094  6.7994
Si  8.1433  0.0188  6.813
Si  -0.0122  2.7258  6.7958
Si  -2.7096  -5.4528  6.7962
Si  0.015  -2.7378  6.8188
Si  1.3564  1.3565  8.1416
Si  4.0878  4.0842  8.1416
Si  1.3698  -4.0849  8.1777
Si  4.0757  -1.3641  8.1766
Si  6.7982  1.362  8.1829
Si  -1.36  4.0773  8.1712
Si  6.8  -4.0825  8.1409
Si  9.5171  -1.3557  8.1362
Si  -0.0081  -0.0072  9.5011
Si  2.729  2.7221  9.4848
Si  0.0069  -5.4386  9.5174
Si  2.7189  -2.7293  9.5348
Si  5.4397  0.0002  9.5253
Si  8.1573  2.7193  9.5299
Si  5.4368  5.4443  9.5078
Si  8.1603  -2.7109  9.4911
O  1.9175  -1.6408  -1.1927
O  7.4017  3.8555  -1.2033
O  2.7446  -0.0404  16.6622
O  6.557  1.6451  -5.2541
O  3.0111  -0.2626  -7.9331
O  -2.0652  1.1646  17.4605
O  8.1287  5.4054  16.5872
O  0.7496  4.3181  -1.1186
O  5.2986  0.1396  -3.4776
O  2.6913  2.6829  -0.4053
O  4.083  -3.9092  -5.3584
O  5.412  -2.7167  16.7548
O  1.3813  -4.1341  -1.8068
O  -0.4437  5.377  19.9418
O  0.116  -0.0622  19.7405
O  6.678  3.5285  17.4946
O  2.0352  3.9758  -5.0214
O  3.722  0.1442  20.0466
O  0.0378  0.051  -0.4605
O  4.1946  1.6881  17.8375
O  -2.1022  3.0593  -6.0524
O  -1.0993  -4.6713  -1.3432
O  6.6402  4.2712  -5.2696
O  3.1804  -4.5298  -7.7261
O  6.2407  -1.0991  -1.3106
O  3.7799  -4.6384  17.5017
O  -0.0534  2.7384  16.6871
O  1.9415  4.2928  17.4906
O  6.4714  2.0853  19.5999
O  0.8292  1.6633  21.5575
O  -0.4747  2.6352  19.5365
O  2.5814  -1.8612  -5.8863
O  2.8072  -2.6313  -3.4225
O  5.469  -5.4131  -0.4239
O  8.1438  0.1698  19.8367
O  1.0616  -1.608  17.7538
O  5.6881  4.5859  19.6501
O  -0.2145  4.9065  -6.073
O  3.8179  -3.503  -1.1716
O  4.3464  0.7543  -1.133
O  1.4059  -4.2662  18.5153
O  -1.4726  -1.2918  18.0819
O  8.1219  -2.7742  -0.5088
O  -2.2023  5.1981  -7.7801
O  1.8827  1.7096  19.0687
O  4.6579  -2.3631  -7.4016
O  3.0784  5.0895  19.7345
O  5.9979  0.1032  21.3341
O  8.1282  2.8634  -3.5171
O  6.9332  -0.752  17.6319
O  5.771  -4.8516  -7.12
O  4.7071  -0.1651  -5.954
O  1.5006  -4.2397  -5.0881
O  -0.1674  -2.7504  19.8169
O  0.1364  5.1172  -3.4962
O  -2.6382  4.0407  19.7085
O  3.9622  2.079  -4.7376
O  -1.598  1.9662  -1.2859
O  6.7993  1.4019  -1.7338
O  4.2614  4.0576  -6.4113
O  6.4539  3.5066  -7.7755
O  2.5144  2.1603  -6.9429
O  3.9398  2.711  20.3276
O  -1.0576  -4.0504  17.7635

Results
free energy: -118377.640 eV
free energy less fixed offsets of O -570.45, Si -639.56 eV per atom: -5.160 eV

Forces (eV/angstrom), in the order of the atoms: element, x, y, z
Si  -0.0172  0.0135  0.0685
Si  -0.0116  0.0169  0.0705
Si  0.0171  -0.0106  0.069
Si  0.0122  -0.0165  0.07
Si  0.0177  -0.0129  0.0713
Si  0.0125  -0.0188  0.0709
Si  -0.0172  0.0121  0.0715
Si  -0.0133  0.0179  0.0719
Si  0.0018  -0.0009  -0.0032
Si  0.0027  -0.0022  -0.0053
Si  -0.0018  0.0026  -0.0058
Si  -0.001  0.0008  -0.005
Si  -0.0021  0.002  -0.0064
Si  -0.0005  0.0016  -0.0036
Si  0.0012  -0.0016  -0.0048
Si  0.0023  -0.0016  -0.0062
Si  0.0007  0.0005  0.0003
Si  0.0004  0.0003  -0.0004
Si  -0.0003  0.0007  0.0012
Si  0.0003  0.0004  0.0008
Si  0.0003  -0.0001  0.0016
Si  0.0002  -0.0002  0.0006
Si  0  0.0001  -0.0005
Si  0.0006  -0.0006  0.0009
Si  0.0006  0.0001  -0.0002
Si  -0.0005  -0.0006  -0.0003
Si  -0.0003  0  -0.0007
Si  0.0004  0.0005  -0.0007
Si  0  -0.0005  -0.0007
Si  0.0006  0.0002  -0.0006
Si  0.0006  0.0003  -0.0005
Si  0  0  -0.0003
Si  0.0001  -0.0002  -0.0002
Si  0.0005  0.0006  -0.0007
Si  0.0007  0.0002  -0.001
Si  -0.0002  -0.0003  -0.0003
Si  0.0008  0.0002  -0.0003
Si  0.0002  -0.0005  -0.0001
Si  -0.0003  -0.0001  -0.0003
Si  0.0004  0.0007  -0.001
Si  -0.0003  0.0003  -0.0001
Si  0.0003  0.0003  -0.0012
Si  0.0005  0.0001  -0.0012
Si  0.0003  -0.0003  -0.0006
Si  0.0007  -0.0002  -0.0008
Si  0.0006  -0.0007  -0.0001
Si  -0.0002  -0.0002  0.0002
Si  0  0.0004  -0.0004
Si  -0.0001  -0.0001  0.0007
Si  -0.0004  -0.0003  0.0009
Si  0.0002  -0.0003  0
Si  0.0011  -0.0001  0.0013
Si  -0.0001  -0.0004  0.0017
Si  0.0008  0.0008  0.0015
Si  0  0.0005  0.0011
Si  0.0005  0.0005  0.0013
Si  0.0014  0.0014  -0.0051
Si  0.0007  -0.0016  -0.0054
Si  -0.0017  -0.0015  -0.0052
Si  0.0012  0.0027  -0.0041
Si  -0.0022  0.0004  -0.0035
Si  0.0003  0.001  -0.003
Si  0.0025  0.0005  -0.0054
Si  -0.0002  -0.0019  -0.0027
Si  -0.0064  -0.0028  0.0825
Si  0.0039  0.0126  0.1011
Si  0.0124  0.003  0.074
Si  -0.0091  -0.015  0.0678
Si  0.0079  0.0155  0.0693
Si  -0.0139  -0.004  0.0752
Si  -0.0068  -0.0196  0.0867
Si  0.0102  0.0024  0.0825
Si  -0.0099  0.0267  0.1428
Si  0.008  -0.0039  0.1757
Si  0.0156  0.0321  0.1747
Si  -0.0096  0.0019  0.179
Si  0.009  -0.0032  0.2082
Si  -0.0365  0.0166  0.2187
Si  0.0111  -0.0472  0.2312
Si  -0.0154  0.0063  0.2076
Si  0.0044  0.037  0.1699
Si  0.0347  -0.0303  0.2088
Si  0.0114  -0.005  0.2373
Si  0.0063  -0.0287  0.1489
Si  -0.0009  -0.0036  0.1772
Si  -0.0057  0.0078  0.186
Si  -0.0007  -0.0314  0.194
Si  -0.0005  -0.0399  0.1703
Si  -0.0299  0.0171  0.2027
Si  0.0012  -0.0064  0.1608
Si  0.0333  0.0072  0.188
Si  -0.0071  -0.0212  0.1867
Si  0.0034  -0.0155  0.2027
Si  0.0032  0.0055  0.2049
Si  0.0086  0.0086  0.1607
Si  -0.0116  0.0331  0.2189
Si  0.0002  -0.0005  -0.0001
Si  0.0004  -0.0001  0
Si  0.0003  0.0003  0
Si  -0.0001  0  -0.0003
Si  0.0002  0.0004  0
Si  -0.0004  -0.0001  0
Si  0.0003  -0.0003  -0.0003
Si  0.0005  -0.0001  -0.0001
Si  0.0001  0.0002  -0.0005
Si  -0.0001  -0.0002  -0.0008
Si  0.0003  -0.0002  -0.0008
Si  0.0005  -0.0002  -0.0005
Si  0.0003  -0.0001  -0.0008
Si  0.0004  -0.0003  -0.0005
Si  0  0.0001  -0.0004
Si  0.0002  0  -0.0008
Si  0.0001  -0.0001  -0.0008
Si  0.0001  -0.0001  -0.0006
Si  0.0001  0  -0.0007
Si  0.0002  0  -0.0009
Si  0.0002  -0.0001  -0.0006
Si  0.0002  0  -0.001
Si  0.0002  0.0002  -0.0009
Si  0.0001  0  -0.0005
Si  0.0001  0.0001  -0.0004
Si  0.0002  0.0002  -0.0002
Si  0.0004  0.0003  -0.0003
Si  0.0002  0  -0.0007
Si  0.0002  0.0001  -0.0004
Si  0.0002  -0.0001  -0.0007
Si  0.0001  0.0001  -0.0005
Si  0.0004  0.0001  -0.0002
O  0.0296  -0.0386  -0.0888
O  0.027  -0.0384  -0.0949
O  -0.0018  -0.0069  -0.0474
O  -0.0001  0.0176  -0.0726
O  -0.0179  0.0416  -0.0839
O  0.0271  0.0261  -0.0878
O  0.0005  0.0054  -0.0428
O  -0.0247  0.0416  -0.0981
O  -0.0244  0.0271  -0.1668
O  0.0007  -0.0003  -0.038
O  0.0364  -0.0177  -0.1069
O  0.0002  -0.0009  -0.0364
O  0.0017  -0.006  -0.0652
O  0.0178  0.0553  -0.0758
O  -0.0098  -0.053  -0.0703
O  0.0044  0.0183  -0.139
O  0.0286  -0.0263  -0.0744
O  -0.0243  0.0409  -0.1085
O  0.0002  0.0006  -0.031
O  0.0123  -0.01  -0.1391
O  0.043  0.0328  -0.1145
O  0.0394  -0.0302  -0.0889
O  -0.0278  0.0279  -0.0983
O  -0.036  -0.0356  -0.1271
O  -0.0278  0.0377  -0.087
O  0.0314  0.0329  -0.0848
O  0.0008  0.0005  -0.0452
O  -0.0276  -0.0274  -0.0856
O  -0.0004  0.0296  -0.0812
O  0.0129  -0.0316  -0.1345
O  0.0008  -0.0075  -0.0682
O  0.0254  0.0323  -0.0923
O  0.0114  -0.0091  -0.1744
O  0.0007  0.0001  -0.036
O  0.0322  -0.0321  -0.1145
O  0.0345  0.0046  -0.1016
O  0.0238  -0.0101  -0.0798
O  -0.0557  -0.029  -0.1216
O  -0.0406  0.028  -0.092
O  0.0397  -0.0259  -0.0947
O  0.014  -0.0019  -0.0528
O  -0.0132  -0.0021  -0.0553
O  0  -0.0006  -0.0347
O  -0.0218  0.0365  -0.1234
O  0.0143  0.0003  -0.0665
O  0.0102  -0.0145  -0.0644
O  -0.0421  0.0286  -0.103
O  0.0301  0.0205  -0.0818
O  -0.0153  0.0209  -0.1816
O  -0.0287  -0.0306  -0.085
O  0.0013  0.0026  -0.062
O  -0.0358  -0.0378  -0.1012
O  0.0101  -0.0075  -0.0717
O  0.0014  0.001  -0.0603
O  0.0259  -0.0205  -0.1693
O  -0.0239  0.0029  -0.0673
O  -0.0273  0.0306  -0.0824
O  -0.0363  0.0296  -0.0893
O  -0.0026  0.0061  -0.0743
O  0.0261  0.0165  -0.0732
O  0.0044  -0.0388  -0.1255
O  -0.0017  -0.036  -0.1197
O  -0.0118  -0.0148  -0.0725
O  -0.0334  -0.0012  -0.1097

The program warned: the cutoff lies below the one the program advises for these potential files; the forces do not sum to zero within the program's tolerance; empty levels may hold ghost states of the PAW files; the exchange-correlation potential is rough where the density is thin.
